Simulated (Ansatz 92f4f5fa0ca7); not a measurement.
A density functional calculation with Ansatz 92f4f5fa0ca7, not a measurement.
Periodic cell of 252 atoms, Si132O88H32, with a vacuum gap, from a study of silicon, its oxide and their interface. The atomic structure is a simulated model.

Settings: functional r2SCAN; potential files Ansatz norm-conserving; basis plane waves; wave-function cutoff 1300 eV; density cutoff ratio 4; exchange-correlation grid ratio 1; k mesh 1 x 1 x 1, shifted by 0.5 0.5 0 of a step; self-consistency stop 1e-11 eV per atom in the density residual; occupations fixed; spin none; net charge 0; applied field sawtooth along c, amplitude -0.015 V/angstrom in the program's sign convention, ramp centred at 0.9888 of c and 0.0224 of c wide, no dipole correction.

Cell vectors (angstrom)
a, 10.88, 0, 0
b, 0, 10.88, 0
c, 0, 0, 44.5642

Atoms and the computed forces on them: element, x, y, z (angstrom), force x, y, z (eV/angstrom)
Si, 0.1725, -0.9582, 30.6143, -0.0064, 0.016, -0.0305
Si, 2.7419, 2.4126, 30.9804, -0.0052, 0.0132, -0.0032
Si, 1.0275, 3.2153, 29.6435, 0.0078, 0.0004, -0.0042
Si, 2.0833, 7.6431, 30.8699, 0.0017, 0.0024, -0.0242
Si, 4.6574, 0.081, 30.7172, 0.0053, -0.0092, -0.0334
Si, 8.4644, 4.1428, 31.4656, -0.0121, 0.0113, -0.0259
Si, 4.7961, 6.2249, 30.2883, 0.001, -0.0085, -0.0459
Si, 7.8989, 8.1057, 30.7853, -0.0034, 0.0011, -0.0274
Si, 1.5485, 1.2148, 32.5227, 0, -0.0044, -0.0218
Si, 3.9378, 3.9906, 32.1536, -0.0056, -0.0089, -0.0221
Si, 0.9137, 6.2138, 32.2464, 0.0112, 0.0164, 0.002
Si, 3.8749, 9.6385, 32.4871, -0.0099, 0.0091, -0.02
Si, 6.9039, 1.5221, 32.3209, -0.0079, 0.0064, -0.0199
Si, 10.767, 4.1364, 31.593, -0.0025, -0.0172, -0.0035
Si, 6.3394, 6.9505, 32.0288, 0.0095, -0.0098, -0.0039
Si, 9.361, 9.3506, 32.0979, 0.0105, -0.0005, -0.012
Si, 0.1227, 2.729, 33.5104, 0.0097, 0.0189, 0.0151
Si, 2.7348, -0.0001, 34.0162, -0.0169, -0.005, 0.0045
Si, -0.1777, 7.953, 33.4873, -0.0029, 0.0123, 0.004
Si, 2.6953, 5.4084, 33.5654, -0.0106, -0.0046, 0.0044
Si, 5.3515, 2.7271, 33.6007, -0.0096, -0.0106, 0.0074
Si, 8.2522, 0.0267, 33.5061, -0.0014, -0.0148, 0.0107
Si, 5.3938, 8.3239, 33.6196, 0.0023, -0.0039, 0.0111
Si, 7.7511, 5.4711, 33.3195, 0.0121, 0.0062, -0.0064
Si, 1.4405, 4.0136, 34.9715, -0.0007, -0.0058, 0.0172
Si, 4.1439, 1.4091, 35.1302, 0.0091, 0.0215, 0.0171
Si, 1.211, 9.3625, 34.9326, 0.0412, 0.0076, 0.0063
Si, 4.0333, 6.8507, 34.8865, -0.0178, -0.0061, 0.0225
Si, 6.6894, 4.1037, 34.9091, 0.0054, -0.0049, 0.0322
Si, 9.5371, 1.4332, 34.8546, -0.0082, -0.0175, 0.0357
Si, 6.8749, 9.5837, 34.9158, -0.0269, -0.0206, 0.0269
Si, 9.321, 6.6605, 34.8085, -0.0011, 0.0071, 0.026
Si, -0.0448, -0.0038, 36.2281, 0.0014, -0.0322, 0.1878
Si, 2.7337, 2.7199, 36.4191, -0.0083, 0.0062, 0.1922
Si, -0.0518, 5.3823, 36.1992, -0.0204, 0.0562, 0.1719
Si, 2.6546, 8.1057, 36.2948, -0.0377, 0.0323, 0.1805
Si, 5.523, -0.0019, 36.3538, 0.0135, -0.0158, 0.1753
Si, 8.1317, 2.7427, 36.2262, -0.0228, 0.0304, 0.184
Si, 5.3769, 5.476, 36.2689, -0.0016, 0.0059, 0.2096
Si, 8.1538, 8.134, 36.2458, 0.0455, -0.0016, 0.1543
Si, 1.3426, 1.283, 37.6378, 0.1289, 0.1112, 0.3841
Si, 4.0914, 4.1112, 37.6945, -0.138, 0.1015, 0.5134
Si, 1.3155, 6.7347, 37.6346, -0.1075, 0.1184, 0.0785
Si, 4.0774, 9.4835, 37.6, -0.0665, 0.0695, 0.2749
Si, 6.8586, 1.3803, 37.6811, -0.0984, -0.0659, 0.2922
Si, 9.5237, 4.0394, 37.6076, -0.0446, 0.0832, 0.2262
Si, 6.7817, 6.8118, 37.5987, -0.0928, 0.0607, 0.3817
Si, 9.5144, 9.5205, 37.6196, -0.1148, -0.0893, 0.1081
Si, -0.0051, 2.662, 6.9219, 0.1598, 0.001, -0.243
Si, 2.7247, -0.062, 6.9101, 0.075, 0.0432, -0.4087
Si, 0.0276, 8.1799, 6.9166, -0.0094, -0.1, -0.2349
Si, 2.7115, 5.4178, 6.9813, 0.2646, -0.1791, -0.2689
Si, 5.4797, 2.7472, 6.9537, -0.0536, -0.0727, -0.334
Si, 8.1944, -0.0085, 6.978, -0.0687, -0.0428, -0.1803
Si, 5.4461, 8.1506, 6.915, 0.1304, -0.057, -0.332
Si, 8.1897, 5.4682, 6.8634, 0.0095, 0.0171, -0.3574
Si, 1.3735, 3.9924, 8.2898, -0.0083, -0.0209, -0.1632
Si, 4.0916, 1.3093, 8.2104, 0.0148, -0.01, -0.1811
Si, 1.425, 9.4639, 8.3334, -0.0238, 0.0335, -0.1887
Si, 4.1237, 6.7938, 8.2895, 0.0421, -0.0594, -0.1941
Si, 6.8509, 4.1573, 8.2589, -0.0184, 0.007, -0.2151
Si, 9.5538, 1.3443, 8.3572, -0.0284, 0.0176, -0.1707
Si, 6.8215, 9.4823, 8.2904, 0.0339, -0.0487, -0.1561
Si, 9.5436, 6.8205, 8.2411, 0.0389, -0.0129, -0.1769
Si, 0.0753, -0.0392, 9.6917, -0.0076, -0.0153, -0.0288
Si, 2.7798, 2.6206, 9.6242, 0.0061, 0.0025, -0.0206
Si, 0.0351, 5.4414, 9.5573, -0.0051, 0.0018, -0.0197
Si, 2.8034, 8.0821, 9.7029, -0.0018, 0.0105, -0.0356
Si, 5.4121, -0.051, 9.5802, -0.0057, 0.016, -0.0098
Si, 8.1869, 2.8277, 9.622, 0.0069, -0.0003, -0.0303
Si, 5.5407, 5.5117, 9.6725, 0.0114, 0.0085, -0.0277
Si, 8.1959, 8.1243, 9.667, -0.0015, 0.0083, -0.0255
Si, 1.4536, 1.2969, 11.0681, 0.0014, 0.0154, -0.0161
Si, 4.2067, 4.0174, 10.8549, -0.0071, -0.0039, -0.0074
Si, 1.5453, 6.5325, 10.9731, -0.0262, 0.0024, 0.0125
Si, 4.191, 9.4317, 11.0476, 0.0132, 0.018, -0.0087
Si, 6.7037, 1.4496, 10.8015, 0.0039, -0.017, 0.006
Si, 9.5611, 4.2273, 10.9838, 0.0149, 0.0039, 0.0018
Si, 6.9195, 6.8035, 11.1658, 0.0112, -0.0072, -0.0069
Si, 9.5362, 9.4997, 11.0128, -0.0168, -0.0108, -0.0101
Si, 0.1034, 2.8715, 12.1946, -0.0158, -0.002, 0.021
Si, 2.7609, -0.1956, 12.3965, -0.0019, -0.0087, 0.0041
Si, 0.542, 7.5672, 12.7514, 0.0128, -0.0075, -0.0059
Si, 2.8233, 5.0822, 12.3506, -0.0003, -0.0129, -0.0067
Si, 5.5589, 2.8363, 12.3068, 0.0116, 0.0148, -0.0049
Si, 8.171, 0.2089, 12.0126, -0.0013, 0.0078, 0.0194
Si, 5.7147, 8.2987, 12.5256, 0.0009, -0.0002, 0.0133
Si, 8.34, 5.5201, 12.5846, -0.0056, -0.0107, 0.0264
Si, 1.3179, 4.0115, 13.8237, -0.0108, 0.0186, -0.033
Si, 4.1377, 0.8049, 13.9531, 0.0153, -0.0009, -0.0405
Si, 1.9452, 9.0234, 13.8742, -0.0024, -0.0085, -0.0269
Si, 4.4094, 7.2141, 14.1573, 0.0026, 0.0103, -0.0505
Si, 7.2125, 3.7924, 13.6379, 0.0107, 0.0077, -0.0445
Si, 9.3871, 1.6779, 13.2959, -0.0046, 0.0008, -0.0288
Si, 6.822, 10.1002, 13.5624, 0.0149, 0.001, -0.0192
Si, 11.3088, 6.03, 14.6792, -0.0224, -0.0057, -0.0383
Si, 6.5279, 8.8519, 17.7144, 0.0207, -0.0129, -0.0758
Si, -2.6478, -1.5126, 15.2414, -0.0032, 0.0057, -0.054
Si, 1.4355, 6.6026, 17.679, -0.0042, -0.0005, -0.0961
Si, 2.1364, 1.7746, 16.0466, -0.0102, -0.0006, -0.0732
Si, -0.4951, -4.9345, 23.8065, -0.0007, 0.0162, -0.0776
Si, 5.6244, 5.0922, 16.1062, 0.0167, 0.0041, -0.0741
Si, 7.2452, -12.1684, 23.246, -0.008, 0.0069, -0.0737
Si, -0.0611, 10.7734, 15.5068, -0.0048, -0.0026, -0.0546
Si, 7.8171, -4.6729, 17.7524, -0.0088, 0.0033, -0.0921
Si, 3.8912, 7.8538, 18.7979, 0, -0.0075, -0.0718
Si, 5.7978, -2.2554, 25.7763, -0.0022, 0.0131, -0.0882
Si, 10.1371, 0.6265, 25.9508, 0.001, -0.0148, -0.0807
Si, 3.2419, 5.1328, 19.3855, 0.0099, -0.0037, -0.0813
Si, 10.0587, -0.7529, 23.4464, -0.0027, -0.0125, -0.065
Si, 5.3646, 0.5939, 21.6491, -0.0032, -0.0062, -0.0792
Si, -0.8553, 6.0454, 19.6766, -0.0066, -0.0028, -0.0988
Si, -1.7775, 6.4705, 14.7782, 0.0258, -0.0181, -0.0564
Si, 12.6605, 10.6708, 22.4866, 0.01, -0.001, -0.0755
Si, 9.025, 7.6474, 22.1638, 0.0038, -0.0099, -0.0814
Si, 4.2072, 13.8766, 17.7677, -0.0142, 0.0072, -0.0741
Si, 4.9042, 2.5496, 23.9307, -0.011, -0.0164, -0.0601
Si, 2.4727, 4.0304, 24.0772, -0.0038, -0.0088, -0.0672
Si, -7.1734, -0.5599, 20.4414, 0.0184, -0.0127, -0.0644
Si, 1.1639, 5.0455, 21.6333, 0.0098, 0.0095, -0.1009
Si, 1.498, 6.573, 25.7534, 0.0002, 0.0065, -0.0837
Si, 2.8432, 9.3085, 24.9304, -0.0126, 0.0172, -0.0598
Si, 5.6371, 0.6587, 18.8301, 0.0079, 0.0014, -0.0801
Si, 11.4258, 4.7623, 27.8749, -0.0012, 0.0168, -0.086
Si, 7.9745, 12.0793, 27.7671, -0.003, 0.0057, -0.064
Si, -0.1793, 1.405, 28.6501, -0.0175, -0.0084, -0.0621
Si, 3.0214, 1.3642, 24.6518, 0.0057, 0.0023, -0.0496
Si, 20.7633, -7.3603, 25.4251, -0.0034, 0.0059, -0.0748
Si, -4.0081, 14.2884, 26.1175, -0.0051, -0.0117, -0.0696
Si, 6.3051, 9.8187, 28.6607, 0.0051, 0.0108, -0.0772
Si, 6.2167, 6.0364, 27.4181, -0.0008, -0.0047, -0.0826
Si, 8.706, 5.87, 29.0881, -0.0066, -0.0046, -0.0622
O, -0.3225, -0.0368, 29.388, 0.0052, -0.0212, 0.0306
O, 1.0702, -0.0151, 31.5507, 0.0095, 0.0027, 0.0206
O, 4.6312, 4.6972, 30.8171, 0.0017, -0.0039, 0.02
O, -0.0181, 6.6992, 25.1594, 0.0115, 0.0024, 0.0411
O, -0.7363, 5.4479, 28.559, -0.007, 0.0012, 0.035
O, -6.8193, 3.9395, 23.7417, 0.0004, 0.0016, 0.0223
O, 1.1037, 8.6809, 30.0484, -0.0022, -0.0038, 0.0159
O, 3.349, 6.9798, 30.0815, 0.0011, 0.0024, 0.0139
O, 3.765, 1.35, 30.2458, -0.0045, -0.0042, 0.0176
O, 6.2649, 2.8743, 24.7282, 0.0276, 0.0135, 0.0463
O, 5.8026, -3.7867, 26.2746, 0.0048, -0.0188, 0.0373
O, 2.7481, 8.5336, 32.0437, 0.0041, -0.0022, 0.0158
O, 7.7718, 6.2255, 27.8267, 0.0161, 0.001, 0.0343
O, 7.9687, 4.7413, 30.008, 0.004, -0.0121, 0.0295
O, 8.998, 7.1227, 30.0683, 0.0013, 0.0137, 0.0266
O, 7.8379, 13.5143, 31.5564, 0.003, -0.0106, 0.0147
O, 3.7824, 5.9908, 13.3164, 0.0139, 0.0209, 0.0187
O, -5.3119, 0.078, 14.2276, -0.0112, 0.0049, 0.0162
O, 6.6142, 10.367, 18.2804, -0.0106, 0.0224, 0.0333
O, -0.5593, 0.7717, 14.262, 0.0156, -0.0159, 0.0365
O, 3.2456, 8.2883, 14.5817, 0.0031, -0.0023, 0.0212
O, 2.445, 7.8252, 18.0498, 0.0135, 0.0071, 0.0315
O, 1.1624, 17.4048, 16.0888, 0.0225, 0.0084, 0.0801
O, 6.4544, 5.3965, 17.4639, 0.0063, 0.0028, 0.0374
O, 8.3231, 2.6515, 14.1026, -0.0045, 0.0025, 0.0133
O, 6.5423, 4.3501, 15.0117, -0.0202, 0.0119, 0.0512
O, 8.5205, -4.6501, 16.2862, -0.0244, -0.0028, 0.0697
O, 11.8378, -1.2729, 15.0437, -0.0064, 0.0078, 0.0212
O, 3.2829, 11.7478, 15.3309, -0.0113, 0.0063, 0.0346
O, 5.4711, 12.8443, 17.8829, 0.0069, -0.0156, 0.0329
O, 15.3534, 13.1897, 13.446, -0.0137, -0.0135, 0.0179
O, 8.9201, 8.0721, 14.5554, -0.0027, 0.0122, 0.0122
O, -0.625, 8.6224, 12.2042, 0.0083, 0.0008, 0.0142
O, 5.0498, 6.4848, 15.4772, 0.0089, -0.0156, 0.0371
O, 4.4708, 4.0675, 16.5775, -0.0123, -0.0155, 0.0366
O, -3.8531, -1.979, 16.1996, -0.0226, -0.0106, 0.0624
O, -1.4456, 10.1271, 16.0887, 0.0026, 0.0003, 0.027
O, 0.8151, 11.779, 16.4342, 0.007, 0.0072, 0.0275
O, 2.7941, 2.2994, 17.4144, 0.0193, 0.0093, 0.0407
O, 1.7591, 2.9907, 15.0369, 0.0121, -0.02, 0.0369
O, 3.8901, -2.1532, 20.1617, -0.003, 0.0225, 0.0432
O, 9.9945, 1.9613, 25.0416, -0.0012, -0.0021, 0.0274
O, 10.1272, -2.2481, 22.8496, 0.0056, 0.0132, 0.0285
O, 2.1487, 5.231, 18.1799, 0.0098, -0.0066, 0.0369
O, 4.421, 8.9811, 25.0181, 0.0144, -0.0074, 0.0259
O, 10.8367, -5.9857, 20.522, 0.0138, -0.0094, 0.0467
O, 4.9854, -2.4651, 17.7673, -0.0179, -0.0001, 0.0297
O, 4.29, 6.3455, 19.217, -0.0029, -0.0039, 0.0252
O, 2.5037, 5.3704, 20.7994, -0.0242, -0.0014, 0.057
O, -1.9231, -4.4681, 23.2148, 0.0056, -0.0118, 0.0356
O, 0.0885, -4.1107, 18.5679, -0.018, -0.0052, 0.0491
O, 8.6802, 0.314, 26.5987, -0.0111, 0.0065, 0.0358
O, 8.5172, 10.6009, 23.3621, 0.0077, 0.0054, 0.0216
O, -0.6261, 4.3702, 24.1177, -0.0056, -0.0215, 0.0386
O, 7.4678, -3.1922, 18.3673, 0.0004, 0.0019, 0.0338
O, 11.4966, -4.6777, 22.6357, -0.0127, 0.0052, 0.0492
O, 8.7604, -5.4216, 18.84, 0.0233, -0.0034, 0.0466
O, 5.2597, 1.9898, 22.4555, -0.0054, 0.0265, 0.0544
O, 4.0083, 3.7247, 19.2123, -0.0054, 0.0087, 0.0392
O, 6.9533, -1.9537, 24.6887, -0.0142, -0.0131, 0.0538
O, 2.1394, 8.0655, 25.7153, -0.0034, -0.0139, 0.0281
O, 9.4648, -3.7075, 20.6984, -0.0112, 0.0225, 0.0611
O, 4.0899, 0.1409, 19.0118, -0.0099, -0.0067, 0.0459
O, 13.1274, 5.4447, 24.8408, -0.0044, 0.0206, 0.0375
O, 16.9197, -1.3739, 27.108, 0.0065, 0.0118, 0.0594
O, 11.1866, 11.8338, 27.144, 0.0102, 0.015, 0.059
O, 12.3531, 5.9729, 27.2727, -0.0067, -0.0244, 0.0564
O, -3.2665, 8.4318, 22.1631, -0.0039, 0.0089, 0.0297
O, 19.2654, 3.9065, 25.8853, -0.0046, 0.0005, 0.0271
O, 2.5785, 1.0411, 23.1057, 0.0055, 0.0125, 0.0403
O, 1.6284, 3.8898, 22.6802, 0.0097, -0.0099, 0.0508
O, 6.0021, -0.4553, 22.706, 0.0192, -0.0166, 0.0432
O, 2.7107, -0.0164, 25.4969, -0.0044, -0.0095, 0.0279
O, 4.88, -0.8023, 29.3731, -0.0153, 0.0051, 0.0354
O, 5.9823, -6.2924, 26.7513, -0.0033, 0.0182, 0.0331
O, 5.357, 6.1947, 28.7705, -0.0148, 0.0062, 0.0607
O, 0.2006, 0.0992, 22.5464, -0.011, -0.0007, 0.0275
O, 2.2477, -1.4964, 23.4055, 0.0074, -0.0115, 0.0447
O, 2.1742, 10.5019, 20.9343, -0.0241, 0.0057, 0.0437
O, 2.1441, 2.7183, 25.0289, -0.0109, 0.0028, 0.025
O, -4.6482, 11.8647, 20.3121, -0.0044, -0.0022, 0.0588
O, 7.2377, 0.2363, 28.792, -0.0066, -0.0094, 0.0295
O, 17.9558, 8.681, 29.4926, 0.012, -0.0155, 0.0397
O, 6.8683, 13.0748, 27.1753, 0.0053, -0.0143, 0.0334
O, 9.1753, 12.891, 28.5044, 0.018, 0.0078, 0.031
O, -0.3248, 10.2702, 24.9953, 0.0003, 0.0172, 0.0502
O, 6.1061, 0.6238, 31.2224, 0.0139, 0.0045, 0.0287
O, 10.908, 3.8812, 26.6185, 0.0224, 0.0078, 0.0622
H, 2.1755, 0.4725, 38.5702, -0.4035, 0.2354, -0.2375
H, 0.5303, 2.1142, 38.5702, 0.1906, -0.3722, -0.23
H, 4.9204, 3.2967, 38.627, -0.1668, 0.3095, -0.2885
H, 3.2475, 4.9103, 38.627, 0.4321, -0.2504, -0.1666
H, 0.5423, 7.6024, 38.567, 0.176, -0.3588, -0.2517
H, 2.1609, 5.9372, 38.567, -0.4764, 0.1171, -0.3037
H, 3.25, 10.2997, 38.5324, 0.3655, -0.2654, -0.2518
H, 4.91, 8.6727, 38.5324, -0.4253, 0.2508, -0.2482
H, 6.0332, 2.1985, 38.6136, 0.2675, -0.2171, -0.2839
H, 7.6642, 0.5426, 38.6136, -0.1627, 0.4853, -0.2258
H, 8.7305, 4.8889, 38.5401, 0.2262, -0.2687, -0.2478
H, 10.3375, 3.2098, 38.5401, -0.3016, 0.2603, -0.2941
H, 5.9609, 7.6346, 38.5311, 0.3771, -0.3612, -0.1932
H, 7.6225, 6.0095, 38.5311, -0.2649, 0.1884, -0.288
H, 8.7022, 10.3518, 38.552, 0.1909, -0.4568, -0.2612
H, 10.3518, 8.7147, 38.552, -0.1942, 0.3266, -0.2949
H, -0.819, 3.4917, 5.9894, 0.2105, -0.2757, 0.3291
H, 0.8072, 1.8309, 5.9894, -0.3175, 0.2712, 0.2568
H, 3.552, -0.8782, 5.9777, -0.3831, 0.3046, 0.2305
H, 1.8918, 0.7486, 5.9777, 0.1893, -0.361, 0.271
H, -0.8098, 8.9857, 5.9842, 0.4387, -0.1883, 0.2531
H, 0.8009, 7.3123, 5.9842, -0.2203, 0.3444, 0.2349
H, 1.8661, 6.2153, 6.0489, 0.2903, -0.2377, 0.3195
H, 3.5554, 4.6187, 6.0489, -0.3291, 0.2866, 0.1969
H, 6.305, 1.929, 6.0213, -0.2167, 0.333, 0.232
H, 4.6507, 3.5617, 6.0213, 0.2891, -0.2941, 0.233
H, 7.3887, 0.8291, 6.0456, 0.2525, -0.2654, 0.2889
H, 9.0066, -0.8398, 6.0456, -0.2657, 0.3715, 0.2769
H, 6.2669, 7.3278, 5.9825, -0.3128, 0.2889, 0.255
H, 4.6135, 8.9614, 5.9825, 0.3734, -0.2769, 0.2753
H, 7.3489, 6.2706, 5.931, 0.3818, -0.2307, 0.2335
H, 8.9828, 4.6187, 5.931, -0.2067, 0.2985, 0.2611

Results
free energy: -56896.549 eV
free energy less fixed offsets of H -16.86, O -463.61, Si -117.95 eV per atom: 10.051 eV

The program warned: the exchange-correlation potential is rough where the density is thin.
